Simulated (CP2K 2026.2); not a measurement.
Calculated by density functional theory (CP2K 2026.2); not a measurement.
Periodic cell of 508 atoms, Si360O148, from a study of silicon, its oxide and their interface. The atomic structure is a simulated model.
Doubt: the forces sum to 1.63 eV/angstrom along one axis rather than to zero, so they err by at least 0.0032 eV/angstrom per atom on average; the grid cutoff is modest.

Settings: functional PBE; method Gaussian and plane waves; basis set DZVP-MOLOPT-SR-GTH; pseudopotentials GTH-PBE; grid cutoff 300 Ry, relative cutoff 40 Ry; k points Gamma only; occupations fixed; spin none; net charge 0.

Cell vectors (angstrom)
a	16.32	0	0
b	0	16.32	0
c	-7.2333	-5.2528	33.9592

Atoms and the computed forces on them: element, x, y, z (angstrom), force x, y, z (eV/angstrom)
Si	-1.83	-0.871	0.111	-0.022	0.024	-0.018
Si	0.833	1.871	0.162	-0.091	0.006	0.015
Si	-0.902	3.596	0.126	0.066	-0.01	-0.004
Si	1.856	6.363	0.134	0.08	-0.162	0.622
Si	-1.892	-6.245	0.052	-0.031	0.032	0.017
Si	1.921	-4.605	0.206	0.003	-0.072	0.003
Si	4.516	-1.726	0.046	-0.299	0.107	0.779
Si	7.002	1.175	0.15	-0.098	0.147	0.65
Si	3.533	4.602	0.163	-0.113	0.144	0.619
Si	7.428	6.188	-0.033	-0.001	-0.102	0.574
Si	3.626	9.976	0.162	-0.232	0.145	0.579
Si	-9.604	-3.926	0.2	0.058	-0.158	0.721
Si	-7.091	-1.086	-0.02	0.265	-0.191	0.691
Si	-3.548	0.878	0.187	0.032	-0.054	-0.044
Si	-7.173	4.505	0.097	0.02	-0.042	-0.055
Si	-4.704	7.4	0.094	-0.018	0.03	0.04
Si	-6.425	-7.205	0.159	0.227	-0.207	0.535
Si	-3.679	-4.546	0.094	0.319	-0.129	0.452
Si	-0.088	0.079	1.395	0.009	-0.005	-0.045
Si	2.609	2.813	1.403	0.052	0.019	-0.077
Si	0.045	5.4	1.333	0.011	0.024	-0.044
Si	2.717	8.168	1.384	-0.01	0.03	0.016
Si	-0.01	-5.448	1.306	0.016	-0.026	-0.017
Si	2.841	-2.788	1.368	0.032	0.06	-0.066
Si	5.449	-0.036	1.396	0.008	-0.01	-0.027
Si	-8.143	2.783	1.39	0.019	-0.061	-0.021
Si	5.488	5.442	1.221	-0.006	0.017	-0.011
Si	-8.129	8.012	1.333	-0.008	-0.005	-0.039
Si	5.418	10.867	1.417	0.009	-0.022	-0.053
Si	-8.106	-2.66	1.432	-0.026	0.018	-0.059
Si	-5.4	-0.056	1.305	-0.035	0.049	-0.023
Si	-2.606	2.634	1.449	0.027	-0.024	-0.011
Si	-5.487	5.545	1.346	0.061	-0.035	-0.05
Si	-2.855	8.295	1.316	0.033	-0.01	-0.001
Si	-5.383	-5.497	1.412	-0.063	-0.006	-0.035
Si	-2.741	-2.712	1.322	0.022	-0.022	-0.001
Si	-1.352	1.336	2.918	0.027	-0.005	-0.054
Si	1.335	4.127	2.852	-0.023	0.027	-0.011
Si	-1.415	6.827	2.559	0.001	0	-0.01
Si	1.261	9.453	2.725	0.026	0.056	-0.07
Si	-1.291	-4.008	2.687	-0.039	-0.025	-0.039
Si	1.378	-1.359	2.603	0.015	-0.019	0.029
Si	4.022	1.366	2.652	0.013	-0.016	0.008
Si	6.722	4.056	2.717	0.042	0.039	-0.041
Si	4.193	6.851	2.681	-0.019	-0.029	-0.05
Si	6.814	9.437	2.652	-0.006	0.01	0.032
Si	4.135	12.239	2.838	-0.03	0.011	0.005
Si	-9.491	-1.336	2.803	-0.016	-0.006	0.038
Si	-6.723	1.393	2.67	-0.008	-0.035	-0.01
Si	-4.061	4.103	2.603	-0.037	-0.002	0.026
Si	-6.819	6.774	2.837	0.043	-0.023	-0.02
Si	-4.082	-6.781	2.867	0.027	-0.028	-0.028
Si	-6.757	-4.086	2.707	0.007	-0.008	0.031
Si	-4.145	-1.45	2.734	-0.014	-0.01	-0.007
Si	-2.775	-0.067	4.116	-0.016	-0.004	-0.026
Si	0.01	2.733	4.196	0.002	0.042	0.007
Si	-2.72	5.459	3.991	0.02	0.009	0.026
Si	-0.075	8.108	4.06	0.003	-0.027	0.034
Si	-2.667	-5.378	4.089	-0.011	0.004	-0.019
Si	0.044	-2.678	4.059	-0.004	0.022	0.008
Si	2.7	-0.005	4.026	-0.01	0.001	0.025
Si	5.387	2.694	4.063	-0.004	-0.009	0.019
Si	2.783	5.497	4.07	0.021	0.005	0.017
Si	5.482	8.165	4.109	-0.001	0.01	0.02
Si	2.678	10.847	4.065	0.014	0.018	-0.036
Si	5.483	-2.711	4.161	0.018	0.02	0.002
Si	-8.105	0.054	4.075	-0.012	-0.026	0.002
Si	-5.397	2.754	4.035	-0.003	-0.011	0.012
Si	-8.215	5.398	4.107	-0.022	0.005	-0.006
Si	-5.456	8.156	4.163	-0.008	-0.003	0.013
Si	-8.155	-5.471	4.013	-0.009	-0.02	0.012
Si	-5.453	-2.761	4.137	-0.022	-0.002	0.018
Si	-1.355	-1.375	5.448	0.016	-0.014	0.017
Si	1.385	1.339	5.467	0.037	-0.014	0.012
Si	-1.391	4.12	5.443	-0.025	0.033	-0.01
Si	1.359	6.811	5.418	-0.004	-0.005	-0.001
Si	-1.362	9.523	5.437	0.005	-0.021	0.006
Si	1.364	12.243	5.427	0	0.01	0.004
Si	4.071	-1.339	5.433	-0.03	0.002	-0.006
Si	6.8	1.373	5.423	0.018	-0.002	0.004
Si	4.08	4.084	5.438	-0.015	0.016	0.008
Si	-9.518	6.79	5.474	-0.001	-0.01	0.022
Si	4.071	9.516	5.429	-0.013	0.001	-0.003
Si	6.837	12.205	5.445	0.015	-0.016	-0.001
Si	-6.801	-1.351	5.449	-0.003	0.006	0.011
Si	-4.092	1.364	5.434	-0.015	0.025	0.003
Si	-6.801	4.058	5.423	0.017	0.002	0.005
Si	-4.064	6.777	5.437	0.018	-0.028	-0.005
Si	-6.823	-6.785	5.46	0.003	0.01	0.002
Si	-4.055	-4.078	5.475	0.022	-0.021	0.014
Si	0	-0.009	6.806	-0.018	0.023	0.015
Si	2.736	2.719	6.807	-0.01	0	0.014
Si	0.002	5.454	6.791	0.016	-0.027	0.006
Si	2.71	8.164	6.796	-0.002	0.007	-0.003
Si	0.007	10.88	6.793	-0.008	0.001	0
Si	2.722	-2.718	6.79	-0.003	0.006	-0.001
Si	5.443	0.009	6.791	-0.001	0.001	-0.004
Si	-8.159	2.716	6.8	-0.013	0.003	-0.001
Si	-10.883	5.429	6.815	0.008	0.002	0.007
Si	8.157	8.161	6.82	-0.006	0.001	0.007
Si	5.439	10.872	6.794	0.001	0.001	-0.005
Si	8.171	-2.727	6.804	0.013	-0.001	0.002
Si	-5.445	0.011	6.807	-0.002	-0.004	-0.001
Si	-2.734	2.73	6.792	0.013	-0.008	0.009
Si	-5.441	5.424	6.788	-0.004	0.005	0.008
Si	-2.721	8.159	6.797	0.002	0.017	-0.005
Si	-5.437	-5.442	6.81	0.008	-0.004	0.005
Si	-2.702	-2.722	6.828	0.003	0.002	0.012
Si	-1.361	1.378	13.596	0.009	0.001	-0.003
Si	1.356	4.073	13.583	0.003	-0.008	-0.01
Si	-1.362	6.799	13.608	0.001	0.001	0.006
Si	1.349	9.506	13.604	0.018	-0.016	-0.001
Si	-1.362	-4.076	13.595	-0.014	0.016	0.001
Si	1.369	-1.358	13.584	0.008	-0.005	-0.001
Si	4.073	1.371	13.59	-0.007	0	0.001
Si	-9.528	4.089	13.606	-0.005	0.001	-0.005
Si	4.076	6.786	13.59	-0.003	0.015	-0.003
Si	6.808	9.514	13.603	-0.019	0.004	-0.003
Si	4.084	-4.084	13.588	0.014	-0.009	-0.012
Si	6.802	-1.37	13.594	-0.004	-0.002	0
Si	-6.773	1.362	13.608	0.003	0.006	-0.005
Si	-4.069	4.08	13.613	-0.002	0.007	-0.001
Si	-6.8	6.809	13.609	0.014	-0.018	-0.003
Si	-4.093	9.513	13.594	0.005	0.012	-0.002
Si	-6.797	-4.089	13.601	0.003	0.003	0.001
Si	-4.081	-1.348	13.601	-0.001	0	-0.001
Si	-2.742	0.045	14.955	-0.006	0.014	0.01
Si	-0.003	2.737	14.963	0.025	0.011	-0.005
Si	-2.715	5.443	14.977	0.002	-0.014	-0.008
Si	-0.004	8.147	14.981	-0.005	0.008	0.004
Si	-2.724	-5.451	14.941	-0.007	0.006	-0.012
Si	0.024	-2.728	14.941	0.017	-0.013	0
Si	2.713	0.014	14.947	-0.016	0.009	-0.011
Si	5.424	2.73	14.959	-0.007	0.011	-0.006
Si	2.709	5.426	14.946	-0.011	-0.014	-0.001
Si	5.462	8.119	14.943	0	-0.027	0.011
Si	2.699	10.895	14.938	-0.014	0.026	0.002
Si	5.448	-2.738	14.955	0.005	-0.018	0
Si	-8.145	-0.008	14.937	0	0.01	0.001
Si	-5.394	2.7	14.985	0.02	-0.009	0.016
Si	-8.186	5.472	14.965	-0.018	0.004	0.002
Si	-5.444	8.166	14.98	-0.009	-0.001	0.001
Si	-8.156	-5.445	14.97	-0.004	0.011	0.004
Si	-5.429	-2.728	14.952	-0.002	0.002	-0.016
Si	-1.336	-1.317	16.223	0.019	0	-0.01
Si	1.408	1.428	16.312	-0.033	-0.008	-0.01
Si	-1.406	4.038	16.347	-0.016	-0.018	-0.024
Si	1.283	6.688	16.321	0.018	0.006	0.024
Si	-1.321	-6.741	16.321	-0.001	0.028	-0.039
Si	1.341	-4.097	16.354	-0.008	-0.027	-0.018
Si	4.026	-1.412	16.277	0.009	-0.002	-0.039
Si	-9.561	1.308	16.267	-0.007	0.018	0.005
Si	4.116	4.147	16.333	0.024	0.034	-0.001
Si	-9.528	6.804	16.405	0.015	-0.005	-0.041
Si	4.066	9.49	16.209	0.018	0.008	-0.029
Si	-9.471	-4.047	16.336	-0.003	0.005	-0.016
Si	-6.752	-1.331	16.301	0.004	0.002	-0.027
Si	-4.043	1.374	16.436	-0.003	0.034	-0.026
Si	-6.796	4.091	16.24	0.001	0.009	-0.06
Si	-4.015	6.864	16.327	0.008	-0.031	0.012
Si	-6.862	9.47	16.349	-0.031	-0.02	-0.012
Si	-4.108	-4.132	16.302	0.011	-0.011	0.021
Si	-0.006	0.071	17.588	0.011	0.009	0.012
Si	2.778	2.809	17.686	-0.062	-0.048	0.023
Si	-0.093	5.333	17.765	0.046	0.057	0.078
Si	2.689	8.108	17.508	0.031	-0.016	0.024
Si	-0.001	-5.428	17.782	-0.022	-0.002	-0.011
Si	2.66	-2.705	17.703	0.02	0.018	-0.014
Si	5.392	-0.095	17.609	0.045	0.035	0.046
Si	-8.179	2.71	17.532	-0.005	0.047	0.028
Si	5.444	5.462	17.806	-0.042	-0.018	-0.023
Si	-8.214	8.167	17.819	-0.01	0.016	0.007
Si	5.43	10.84	17.547	-0.013	0.011	-0.005
Si	-8.073	-2.646	17.699	-0.061	-0.048	0.062
Si	-5.418	-0.027	17.748	-0.007	-0.019	0.005
Si	-2.673	2.729	17.855	0.013	-0.016	0.002
Si	-5.434	5.472	17.559	-0.013	-0.025	0.05
Si	-2.615	-8.082	17.705	-0.034	-0.033	0.089
Si	-5.505	-5.502	17.672	0.053	0.028	0.074
Si	-2.657	-2.738	17.514	0.014	0.02	0.036
Si	-1.22	1.34	19.186	0.013	0.015	0.064
Si	1.351	4.027	19.15	0.006	-0.048	-0.015
Si	-1.354	6.823	19.159	-0.006	-0.015	-0.019
Si	1.364	-6.961	18.963	0.009	-0.008	0.005
Si	-1.34	-3.93	19.063	0.043	0.028	0.031
Si	1.29	-1.266	18.991	0.024	-0.012	0.041
Si	4.138	1.357	18.948	-0.004	0.011	-0.025
Si	-9.453	4.008	19.04	-0.005	0.029	0.045
Si	4.003	6.91	19.035	0.041	0.023	0.054
Si	-9.636	9.595	19.127	0.005	-0.015	0.043
Si	4.046	-4.163	18.898	0.001	-0.016	0.037
Si	6.774	-1.36	19.052	0.003	-0.001	0.015
Si	-6.875	1.379	18.965	-0.011	-0.005	0.053
Si	-4.133	4.186	19.038	0.001	-0.035	0.044
Si	-6.751	6.757	19.04	0.005	0	0.072
Si	-4.053	-6.767	19.044	0.005	0.007	-0.01
Si	-6.761	-4.072	19.077	0.012	0.025	0.024
Si	-3.952	-1.452	18.952	-0.01	0.024	0.069
Si	-2.272	-0.475	20.276	0.337	-0.147	-0.523
Si	0.671	2.135	20.492	0.053	-0.113	-0.608
Si	-3.293	6.035	20.271	-0.043	0.041	-0.017
Si	0.56	7.592	20.383	0.101	-0.053	-0.538
Si	-3.129	-4.92	20.225	-0.188	0.086	-0.574
Si	-0.41	-2.123	20.389	-0.011	0.046	-0.017
Si	2.377	0.427	20.185	-0.182	0.211	-0.527
Si	5.941	2.19	20.223	-0.017	0.016	0.023
Si	2.252	5.906	20.236	0.002	-0.01	0.028
Si	4.77	8.783	20.318	-0.084	0.043	-0.658
Si	3.04	-5.87	20.161	-0.057	0.009	0.081
Si	5.838	-3.285	20.1	0.219	-0.024	-0.558
Si	-8.656	0.504	20.254	-0.193	0.038	-0.529
Si	-5.936	3.163	20.144	-0.036	0.191	-0.617
Si	-7.591	4.875	20.202	0.051	-0.071	-0.705
Si	-5.011	-8.542	20.283	0.177	-0.196	-0.618
Si	-4.834	-3.222	20.216	-0.01	-0.045	-0.013
Si	-8.672	-4.877	20.259	-0.077	0.098	-0.653
Si	-10.752	3.492	-7.347	0.016	-0.055	-0.089
Si	3.912	0.018	22.86	-0.06	-0.022	-0.23
Si	-1.223	4.585	24.435	0.038	0.038	-0.022
Si	3.089	5.188	22.281	-0.249	0.285	-0.609
Si	0.993	-7.907	23.445	0.098	0.018	-0.247
Si	1.604	-5.458	21.974	0.317	-0.118	-0.47
Si	2.14	-1.616	24.724	-0.094	-0.116	-0.107
Si	-2.258	-5.215	-4.515	-0.061	-0.012	0.042
Si	4.991	2.773	22.262	0.377	-0.29	-0.586
Si	-8.292	6.019	22.956	0.004	-0.123	-0.145
Si	5.345	7.305	22.909	-0.067	0.071	-0.096
Si	-3.589	-0.439	-7.029	0.093	0.075	-0.051
Si	-0.086	1.859	23.569	0.085	0.08	-0.197
Si	-2.892	0.756	23.032	-0.108	-0.041	-0.135
Si	-4.841	3.162	23.019	-0.08	-0.009	-0.157
Si	-3.133	5.646	22.534	-0.092	0.078	-0.68
Si	-7.479	-5.048	23.148	-0.065	0.05	-0.098
Si	0.415	-2.831	22.522	-0.134	0.331	-0.543
Si	1.085	-0.924	-6.315	-0.075	0.076	0.023
Si	-6.718	3.597	-2.041	-0.019	0.32	0.615
Si	-0.563	-3.621	-6.52	-0.095	-0.066	0.031
Si	-7.811	-0.953	22.82	-0.033	0.04	-0.069
Si	-5.384	-2.823	22.423	0.234	-0.1	-0.614
Si	-1.287	-5.154	22.635	-0.107	-0.261	0.352
Si	1.484	5.795	24.675	-0.036	0.041	-0.042
Si	4.58	-5.317	-4.441	-0.059	0.043	-0.008
Si	-9.406	3.788	24.542	0.025	-0.038	-0.039
Si	-5.485	5.611	-4.211	0.013	-0.06	0.058
Si	-0.436	0.398	-3.956	-0.059	0.026	0.058
Si	-6.233	-7.942	23.207	0.129	0.046	-0.296
Si	0.259	4.713	-3.796	0.016	0.083	-0.08
Si	0.488	0.223	25.989	0.029	0.121	0.059
Si	1.023	-6.169	-6.71	0.109	0.072	0.027
Si	-3.834	-3.454	-2.752	-0.076	-0.104	0.117
Si	-6.438	-2.08	-3.021	-0.053	0.111	0.046
Si	-8.42	-5.983	-1.802	0.124	0.028	0.107
Si	5.267	-7.289	-2.286	-0.134	0.116	0.192
Si	-10.499	7.775	25.981	0.003	-0.082	0.057
Si	-2.056	4.265	-1.811	0.412	-0.156	0.569
Si	-3.348	1.013	-4.506	0.042	-0.038	0.032
Si	-1.681	-7.121	-2.112	-0.065	0.305	0.589
Si	-7.922	7.241	-5.451	0.068	-0.067	0.024
Si	-9.804	6.588	-3.033	0.116	-0.013	0.023
Si	4.048	-1.008	-5.541	-0.013	-0.043	0.06
Si	-10.25	-2.908	-4.713	0.029	0.051	-0.061
Si	0.903	7.452	-2.705	0.025	-0.145	0.002
Si	5.234	3.978	-4.296	0.025	-0.026	0.063
Si	-6.894	-0.426	25.691	-0.205	-0.241	0.302
Si	-3.739	6.932	-1.956	-0.292	0.024	0.612
Si	-3.689	-6.202	-6.939	0.053	0.157	-0.02
Si	-6.624	-6.37	-6.454	-0.107	-0.105	-0.03
Si	-10.054	0.567	-6.744	-0.069	0.032	0.054
Si	-1.357	-6.413	24.578	-0.068	0.396	-0.581
Si	-4.088	-1.498	24.759	0.004	-0.003	-0.098
Si	3.999	-5.527	-7.386	-0.027	-0.002	-0.041
Si	4.41	-3.174	25.488	0.048	-0.025	0.071
Si	1.645	-6.169	-3.799	0.014	-0.092	0.094
Si	-7.821	-4.534	-4.36	-0.032	0.046	-0.008
Si	-10.475	-2.282	22.845	-0.071	-0.019	0.034
Si	-8.011	-4.548	26.074	-0.036	0.058	-0.025
Si	-3.75	3.691	-5.965	0.057	-0.07	-0.043
Si	-6.88	2.56	25.384	0.004	-0.024	-0.094
Si	1.465	1.186	-1.969	-0.121	0.235	0.571
Si	-9.385	2.067	-2.654	-0.074	0.094	0.054
Si	2.883	3.591	-2.66	-0.032	0.042	0.135
Si	-8.574	-0.469	-4.263	-0.061	-0.06	-0.148
Si	-0.681	3.681	-6.566	0.159	0.225	-0.292
Si	-4.153	1.872	-1.818	0.219	-0.284	0.521
Si	-3.657	7.893	24.65	0.036	-0.098	-0.166
Si	1.315	-3.832	-1.871	0.238	-0.113	0.535
Si	2.985	-1.373	-2.565	-0.07	-0.017	0.024
Si	-1.21	-1.877	-1.917	-0.09	0.504	0.591
Si	-1.361	1.371	8.147	0.003	0.013	0.009
Si	1.354	4.077	8.149	-0.016	-0.011	0.005
Si	-1.352	6.812	8.158	0.01	0.019	-0.007
Si	1.364	9.529	8.161	0.01	0.019	0.004
Si	-1.351	-4.095	8.173	-0.011	-0.014	0.003
Si	1.359	-1.372	8.162	0.007	-0.014	-0.005
Si	4.098	1.366	8.166	0.019	0.015	-0.003
Si	-9.51	4.08	8.168	0.002	0.012	0.001
Si	4.068	6.795	8.156	-0.011	-0.026	-0.001
Si	6.788	9.514	8.168	-0.002	-0.012	-0.004
Si	4.085	-4.075	8.152	0.004	0.009	0.008
Si	6.796	-1.366	8.151	-0.011	-0.019	0
Si	-6.81	1.356	8.17	-0.009	-0.022	0.003
Si	-4.091	4.073	8.164	-0.01	-0.018	0
Si	-6.79	6.795	8.158	0.007	0.015	0.003
Si	-4.084	-6.811	8.164	-0.015	-0.015	0.007
Si	-6.786	-4.074	8.169	0.01	0.02	-0.006
Si	-4.073	-1.347	8.161	0.018	0.026	0.004
Si	-2.716	0.014	9.517	-0.004	-0.002	-0.002
Si	-0.003	2.723	9.513	0.005	-0.006	0.004
Si	-2.721	5.443	9.508	-0.006	-0.004	-0.003
Si	0.001	8.169	9.522	0.005	-0.002	0.006
Si	-2.722	-5.448	9.524	0.006	0.004	0
Si	0.006	-2.729	9.529	0	0.003	0.004
Si	2.723	-0.001	9.509	-0.005	-0.002	0.002
Si	-10.866	2.718	9.53	0.005	-0.009	0.006
Si	2.711	5.437	9.514	0.003	0.007	-0.004
Si	5.433	8.15	9.522	-0.006	0.017	0
Si	2.725	-5.434	9.517	0.004	-0.005	0.001
Si	5.442	-2.721	9.518	0.005	0.007	0.005
Si	-8.167	-0.007	9.523	0.004	0.006	0.003
Si	-5.447	2.718	9.529	-0.004	0.008	0.005
Si	-8.154	5.443	9.524	0.001	-0.007	-0.001
Si	-5.437	8.15	9.526	0.001	-0.006	-0.001
Si	-8.161	-5.44	9.514	-0.006	0.005	-0.004
Si	-5.43	-2.712	9.524	-0.004	-0.009	0
Si	-1.36	-1.355	10.872	-0.002	0.005	-0.001
Si	1.353	1.352	10.867	0.008	0.007	-0.003
Si	-1.356	4.092	10.871	-0.003	-0.006	-0.006
Si	1.361	6.805	10.878	-0.002	-0.004	-0.002
Si	-1.368	9.513	10.887	-0.006	0.006	0.001
Si	1.365	-4.085	10.89	0.013	-0.001	0.006
Si	4.088	-1.352	10.872	-0.002	-0.013	-0.005
Si	-9.507	1.362	10.896	-0.004	-0.007	0.001
Si	-12.246	4.075	10.869	0.006	0.001	-0.01
Si	6.801	6.799	10.885	-0.002	-0.003	0.003
Si	4.078	9.516	10.875	0	0.002	-0.004
Si	6.798	-4.088	10.878	0.005	0	0
Si	-6.803	-1.365	10.88	-0.003	0.005	-0.005
Si	-4.076	1.366	10.885	0.001	-0.008	-0.001
Si	-6.799	4.082	10.889	-0.002	0.002	-0.003
Si	-4.082	6.787	10.885	0.002	0.009	-0.004
Si	-6.797	9.522	10.872	-0.002	-0.007	-0.007
Si	-4.073	-4.074	10.882	-0.005	0.008	-0.001
Si	-0.008	0.001	12.238	-0.004	-0.023	-0.003
Si	2.709	2.712	12.222	-0.021	-0.023	-0.007
Si	0.001	5.451	12.238	0.022	0.025	-0.004
Si	2.722	8.162	12.24	0.015	0.015	-0.012
Si	-0.007	10.871	12.243	-0.012	-0.012	0.009
Si	2.735	-2.713	12.231	0.013	0.027	0.006
Si	5.444	0.004	12.244	0.015	0.019	0
Si	-8.147	2.727	12.26	0.012	0.013	-0.002
Si	-10.888	5.429	12.23	-0.019	-0.018	0.003
Si	8.17	8.166	12.237	0.014	0.025	0.003
Si	5.44	10.865	12.238	-0.011	-0.009	-0.009
Si	8.159	-2.733	12.238	-0.012	-0.016	-0.002
Si	-5.441	-0.002	12.233	-0.005	-0.009	0.001
Si	-2.712	2.738	12.234	0.002	0.015	0.002
Si	-5.442	5.434	12.257	-0.012	-0.021	-0.006
Si	-2.729	8.147	12.245	-0.016	-0.026	-0.004
Si	-5.437	-5.437	12.233	0.004	0.009	-0.011
Si	-2.715	-2.707	12.24	0.016	0.006	-0.006
O	-3.511	2.244	23.025	0.133	0.231	-0.186
O	0.575	2.29	22.148	0.073	0.172	0.234
O	-2.428	4.639	25.505	-0.278	-0.245	0.204
O	-0.91	-0.91	-3.164	-0.08	-0.136	-0.252
O	2.592	-6.241	-7.069	0.107	-0.606	0.107
O	-2.666	-5.254	21.782	-0.193	-0.362	0.488
O	-0.566	3.13	24.426	-0.104	-0.2	0.608
O	-8.485	-5.032	21.884	-0.203	0.048	0.587
O	-0.119	5.687	24.826	-0.173	0.318	-0.047
O	-7.707	5.026	21.835	-0.018	-0.064	0.257
O	4.936	-7.801	21.934	-0.009	0.156	0.16
O	-3.919	-4.662	-7.416	-0.673	0.175	-0.129
O	-8.207	0.239	21.816	0.336	0.496	0.341
O	-5.689	2.751	21.714	-0.31	-0.479	0.242
O	-9.616	6.676	22.306	-0.027	0.134	-0.607
O	1.367	4.119	-2.779	-0.161	0.036	0.31
O	4.844	0.338	-5.976	-0.387	0.473	0.144
O	-0.917	-3.613	23.065	-0.43	0.291	0.621
O	-1.244	-4.107	-5.128	0.002	0.35	0.093
O	-2.427	-2.799	-2.395	0.105	-0.193	0.068
O	-3.045	-2.083	25.84	-0.155	-0.475	-0.164
O	-1.735	1.084	-4.608	0.153	0.125	-0.554
O	-8.198	0.075	-0.337	0.15	-0.035	-0.515
O	-4.604	6.556	-3.257	0.033	0.444	-0.297
O	-10.292	5.182	-3.605	0.188	-0.023	-0.264
O	3.712	4.216	-1.426	0.414	0.069	-0.354
O	0.754	-6.316	-5.127	-0.526	-0.077	0.006
O	4.866	-5.399	-6.029	0.441	-0.017	-0.161
O	3.653	-0.974	-3.973	0.2	0.092	-0.02
O	0.198	1.491	-2.949	-0.343	0.4	-0.166
O	-8.173	3.114	-2.546	0	0.168	0.002
O	-8.761	-4.605	-1.022	0.254	0.265	-0.084
O	0.297	-7.403	-7.415	-0.158	0.133	0.101
O	5.29	-3.208	21.654	-0.561	-0.297	0.161
O	-10.704	7.857	24.389	-0.084	0.157	-0.178
O	-5.46	-8.041	21.785	0.036	0.232	0.212
O	-4.22	-2.545	23.525	0.701	-0.382	0.272
O	-10.681	-2.84	-0.381	-0.205	-0.095	-0.237
O	-8.61	6.399	-6.652	-0.374	-0.068	-0.044
O	-3.005	-8.011	-2.388	-0.318	0.281	-0.265
O	-8.868	-2.171	22.717	0.317	-0.308	0.075
O	1.673	-3.891	22.418	0.539	0.174	0.016
O	-9.655	-6.998	-1.512	0.16	-0.501	0.104
O	-0.03	-5.634	21.655	-0.113	-0.165	-0.502
O	2.789	1.984	-2.474	0.511	-0.112	0.138
O	5.288	-0.784	22.59	0.258	0.321	-0.291
O	-7.129	-3.491	-3.358	-0.001	-0.092	0.306
O	4.034	-6.776	-1.382	-0.386	-0.01	-0.184
O	1.603	6.726	-1.447	-0.036	0.156	-0.234
O	-5.719	2.315	-1.862	-0.304	-0.34	0.066
O	-8.349	-5.712	-3.387	-0.184	-0.537	-0.218
O	-7.782	-0.406	24.328	-0.497	0.232	0.171
O	5.077	-2.249	-5.825	-0.066	-0.3	-0.442
O	-5.191	-8.011	24.428	-0.261	-0.006	0.638
O	-1.59	-6.018	-3.291	0.492	0.17	0.143
O	-8.926	7.81	26.347	0.206	0.067	-0.259
O	-6.782	-5.16	-5.403	0.335	0.327	-0.076
O	-8.633	5.191	24.299	0.317	0.434	0.381
O	-2.697	5.741	-1.566	0.26	0.159	0.407
O	-6.578	6.497	-4.978	0.38	-0.133	-0.213
O	2.681	-1.144	-6.384	0.086	-0.164	-0.416
O	-1.766	4.873	22.939	0.246	-0.097	-0.568
O	-3.958	-1.974	-7.345	-0.618	0.103	0.283
O	1.865	-7.68	-3.248	0.593	0.173	-0.268
O	0.958	-5.16	-2.74	-0.537	-0.187	0.164
O	4.62	-4.67	26.041	-0.441	-0.179	-0.111
O	0.929	-1.778	23.647	-0.061	0.585	-0.053
O	-0.437	8.172	-2.183	-0.147	-0.237	0.37
O	-5.087	-6.847	-6.472	0.055	-0.495	0.225
O	-8.817	0.684	-3.198	-0.005	-0.219	0.403
O	-9.609	-1.673	-3.891	0.053	0.169	0.442
O	0.551	6.325	-3.833	-0.094	0.071	-0.334
O	-2.2	4.098	-6.168	-0.117	0.645	0.132
O	-9.904	2.12	-7.171	0.49	-0.17	0.215
O	-3.857	0.782	-2.994	-0.163	-0.555	0.063
O	-4.557	4.928	-5.34	-0.174	0.016	-0.286
O	-8.946	6.401	-1.671	0.268	0.105	-0.187
O	2.864	-0.159	21.645	-0.32	-0.46	0.169
O	-6.643	-5.374	26.334	0.508	0.106	-0.343
O	0.459	7.833	22.017	0.027	-0.022	0.04
O	5.143	-3.915	-3.841	-0.032	0.05	0.654
O	3.797	3.792	21.861	-0.382	-0.169	-0.613
O	-10.486	2.606	-3.696	-0.09	-0.464	-0.272
O	-0.693	2.141	-7.135	0.018	-0.072	-0.028
O	-3.583	-0.066	24.221	-0.131	0.331	0.299
O	-3.154	7.043	23.363	0.091	0.387	-0.119
O	-3.912	2.444	-4.963	-0.465	0.034	0.098
O	-3.098	-0.047	21.642	-0.221	-0.253	0.066
O	-8.194	-4.446	24.472	-0.429	0.513	-0.24
O	-7.06	-6.581	23.356	-0.253	-0.397	0.349
O	0.011	-2.9	-1.65	-0.154	-0.345	0.467
O	-0.919	-5.559	25.869	0.396	0.104	0.2
O	-1.309	0.878	23.222	0.175	-0.516	-0.276
O	-4.853	-2.294	-3.209	0.196	0.25	-0.189
O	-4.409	4.724	22.98	-0.44	0.16	0.32
O	3.259	-0.601	24.174	0.378	0.404	0.437
O	-2.654	-6.234	-5.702	0.148	-0.458	-0.016
O	4.06	-1.135	-1.394	0.33	0.349	-0.175
O	-8.925	7.333	-4.177	0.167	0.631	0.179
O	5.404	-2.919	24.244	0.397	-0.297	0.193
O	1.995	4.873	23.443	-0.353	-0.244	0.16
O	-6.558	1.123	26.033	0.278	0.098	0.532
O	-6.172	4.521	-3.248	-0.303	-0.294	-0.219
O	4.306	1.555	23.082	0.024	0.188	0.542
O	-7.05	-0.989	-4.054	0.522	0.154	-0.5
O	-4.319	-4.229	-1.405	-0.507	-0.087	-0.203
O	5.288	-6.543	-3.704	0.408	-0.237	-0.386
O	-0.276	-7.598	24.379	-0.261	-0.163	0.128
O	-10.306	3.523	23.244	0.115	0.33	0.098
O	-1.187	4.401	-3.164	-0.325	-0.221	-0.402
O	-5.73	2.916	24.323	0.106	0.237	0.315
O	-6.364	-1.525	22.418	0.19	0.362	-0.184
O	-2.021	-0.15	-7.306	0.153	-0.146	-0.039
O	0.681	-0.011	-5.04	0.44	0.113	-0.024
O	2.433	-2.896	-2.607	0.396	-0.132	-0.496
O	-10.329	3.943	25.845	-0.079	-0.336	0.088
O	-7.037	-6.647	-1.279	0.118	0.057	-0.42
O	-3.885	-0.167	-5.462	-0.485	-0.354	0.384
O	-6.677	-1.687	-1.472	0.18	-0.044	0.21
O	-2.808	-7.074	24.823	-0.488	0.098	0.098
O	-3.51	7.007	25.981	-0.208	0.446	0.387
O	1.862	7.326	24.271	0.587	0.063	0.226
O	-3.605	-4.488	-3.973	-0.318	0.184	-0.421
O	-10.02	1.826	-1.183	-0.237	0.004	0.03
O	-5.529	-1.279	25.451	0.148	-0.541	0.199
O	-0.914	-0.571	25.817	-0.227	0.297	-0.424
O	3.653	4.015	-3.995	-0.236	0.163	-0.412
O	1.602	-0.949	26.096	0.346	-0.224	0.289
O	3.01	-5.433	-4.192	-0.145	0.333	0.151
O	-3.263	3.213	-2.087	-0.326	0.325	-0.111
O	0.378	-4.766	-7.163	-0.08	0.009	-0.379
O	1.75	-0.4	-2.168	-0.597	-0.165	-0.023
O	-9	-3.812	-5.229	-0.082	-0.079	-0.723
O	0.347	-2.342	-6.189	-0.016	-0.109	0.294
O	-8.347	2.58	24.698	-0.197	-0.352	-0.044
O	-7.238	7.144	23.351	-0.084	0.152	0.498
O	5.206	7.452	-2.609	-0.722	-0.098	-0.155
O	-4.357	3.226	-7.382	-0.056	0.316	-0.111
O	-8.843	0.082	-5.767	0.542	-0.022	-0.454
O	0.262	3.982	-5.248	0.474	-0.086	-0.117
O	5.338	4.081	-5.877	-0.156	0.431	-0.189
O	4.202	6.176	22.931	-0.116	-0.204	0.105
O	2.862	-3.024	25.046	-0.397	-0.509	-0.057
O	-7.573	-7.606	-6.024	-0.343	0.187	-0.131
O	0.838	1.061	24.635	0.316	0.349	-0.106
O	1.874	-6.561	23.16	0.358	-0.165	0.622
O	-6.161	-4.17	22.87	0.382	-0.299	0.252
O	2.135	5.282	26.04	0.235	0.15	0.101

Results
total energy: -103411.652 eV
total energy less fixed offsets of O -438.25, Si -107.07 eV per atom: -5.452 eV
